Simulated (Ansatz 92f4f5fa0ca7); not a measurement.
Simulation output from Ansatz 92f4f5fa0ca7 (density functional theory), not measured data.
Periodic cell of 414 atoms, Si266O148, from a study of silicon, its oxide and their interface. The atomic structure is a simulated model.
Doubt: the cutoff is far below the 930 eV that the study's wrapper takes by default for these files, so forces and energies are approximate.
This geometry differs little from another in the collection (a relaxation step or a small displacement).

Settings: functional PBE; potential files Ansatz PAW; basis plane waves; wave-function cutoff 580 eV; density cutoff ratio 5; exchange-correlation grid ratio 1; k mesh 1 x 1 x 1, Gamma-centred; self-consistency stop 5e-08 eV per atom in the density residual; occupations fixed; spin none; net charge 0.

Cell vectors (angstrom)
a	15.4687	0	0
b	0	12.8259	0
c	0	0	36.2863

Atoms and the computed forces on them: element, x, y, z (angstrom), force x, y, z (eV/angstrom)
Si	-0.011	1.1714	33.6186	0.0033	-0.0022	-0.0033
Si	3.8962	1.1707	33.6276	0.0002	-0.0044	-0.0025
Si	7.7565	1.1703	33.5998	-0.0009	-0.0006	-0.0052
Si	11.5967	1.1762	33.5979	0.0021	-0.0002	-0.0036
Si	1.9639	7.5963	33.6099	-0.0008	-0.0041	-0.0047
Si	5.8018	7.5935	33.6117	-0.0009	-0.004	-0.0032
Si	9.6887	7.5888	33.6173	0.001	-0.0013	-0.0052
Si	13.5562	7.5899	33.61	0.0004	-0.0028	-0.0035
Si	1.9336	5.247	34.0194	0.0425	0.2211	0.056
Si	5.8008	5.247	34.0194	0.17	0.1724	0.0673
Si	9.6679	5.247	34.0194	0.0889	0.0446	-0.0376
Si	13.5351	5.247	34.0194	0.1069	0.113	-0.0505
Si	0	11.6599	34.0194	0.1943	0.1093	-0.0299
Si	3.8672	11.6599	34.0194	0.1059	0.1124	-0.1957
Si	7.7343	11.6599	34.0194	-0.0203	0.1641	-0.0547
Si	11.6015	11.6599	34.0194	-0.0342	0.0597	-0.1378
Si	0	4.664	35.2562	-0.0576	0.0442	0.0047
Si	3.8672	4.664	35.2562	-0.0571	-0.0025	-0.0252
Si	7.7343	4.664	35.2562	-0.0346	0.0396	0.0272
Si	11.6015	4.664	35.2562	-0.0148	0.0216	-0.0154
Si	1.9336	11.0769	35.2562	-0.0688	0.0069	-0.0134
Si	5.8008	11.0769	35.2562	-0.0023	-0.0268	-0.0296
Si	9.6679	11.0769	35.2562	0.0004	-0.0003	-0.0304
Si	13.5351	11.0769	35.2562	-0.0318	-0.0486	-0.0573
Si	0	2.332	35.6684	-0.0765	0.0469	0.099
Si	3.8672	2.332	35.6684	0.0914	0.0662	0.1527
Si	7.7343	2.332	35.6684	0.0782	0.0304	-0.0295
Si	11.6015	2.332	35.6684	-0.0451	0.0045	-0.0225
Si	1.9336	8.745	35.6684	0.0779	0.0384	0.0877
Si	5.8008	8.745	35.6684	-0.0365	0.0308	0.1002
Si	9.6679	8.745	35.6684	0.061	0.0164	0.1049
Si	13.5351	8.745	35.6684	0.0245	0.015	0.0526
Si	1.9336	1.749	0.6188	0.002	-0.0304	-0.0209
Si	5.8008	1.749	0.6188	-0.0223	0.0007	0.0027
Si	9.6679	1.749	0.6188	-0.0015	-0.0004	0.0091
Si	13.5351	1.749	0.6188	0.0053	-0.0035	0.001
Si	0	8.162	0.6188	-0.0672	0.0018	-0.0089
Si	3.8672	8.162	0.6188	-0.0167	0.0146	0.0275
Si	7.7343	8.162	0.6188	0.0237	-0.0136	-0.0107
Si	11.6015	8.162	0.6188	-0.0282	0.0104	0.0035
Si	0	5.83	1.031	0.0422	-0.0228	-0.0067
Si	3.8672	5.83	1.031	0.0507	-0.0195	-0.0195
Si	7.7343	5.83	1.031	0.0362	-0.0066	-0.0049
Si	11.6015	5.83	1.031	0.0112	-0.0117	-0.0101
Si	1.9336	12.2429	1.031	0.0625	-0.0072	0.0015
Si	5.8008	12.2429	1.031	0.0015	0.0244	0.0394
Si	9.6679	12.2429	1.031	0.0008	-0.0229	-0.015
Si	13.5351	12.2429	1.031	0.0295	0.0303	0.0117
Si	1.9336	5.247	2.2678	-0.1623	-0.0183	-0.1648
Si	5.8008	5.247	2.2678	-0.0863	-0.0528	-0.3041
Si	9.6679	5.247	2.2678	0.0682	-0.0459	-0.1811
Si	13.5351	5.247	2.2678	-0.0792	0.0162	0.1456
Si	0	11.6599	2.2678	-0.0836	-0.0323	-0.0103
Si	3.8672	11.6599	2.2678	-0.1057	-0.0518	-0.0937
Si	7.7343	11.6599	2.2678	0.058	-0.0393	0.0079
Si	11.6015	11.6599	2.2678	-0.1005	-0.0209	0.0368
Si	1.9336	2.915	2.68	0.0049	0.0432	0.0617
Si	5.8008	2.915	2.68	0.0359	0.0204	0.0571
Si	9.6679	2.915	2.68	-0.0092	0.0592	0.0668
Si	13.5351	2.915	2.68	0.0152	0.0374	0.0415
Si	0	9.328	2.68	0.0742	-0.0494	-0.0226
Si	3.8672	9.328	2.68	0.0233	-0.011	0.0153
Si	7.7343	9.328	2.68	-0.0134	-0.0523	-0.0309
Si	11.6015	9.328	2.68	0.0357	-0.0162	0.0048
Si	-0.1409	0.2938	27.1744	0.0051	-0.0152	0.0096
Si	4.3394	0.2593	26.3701	-0.0207	0.0138	-0.0073
Si	7.5247	0.6041	26.8279	-0.0018	0.0078	0.0007
Si	12.1058	-0.1864	26.9874	0.0181	0.0127	-0.0019
Si	1.6316	6.4425	27.0287	0.0127	0.0047	-0.0077
Si	6.2569	6.4751	27.1685	-0.0031	-0.0054	-0.0258
Si	9.3958	6.6136	27.1547	0.0053	-0.0018	-0.0022
Si	13.951	6.5726	27.1121	-0.0121	0.0039	-0.0144
Si	2.09	4.1644	27.4566	0.0029	-0.0091	-0.0033
Si	5.9512	4.2019	27.5162	-0.0085	-0.0116	0.0023
Si	9.8673	4.3379	27.3785	-0.0093	-0.0064	0.0016
Si	13.6832	4.2597	27.3634	0.0058	-0.008	-0.0013
Si	0.4273	10.8495	27.0018	-0.007	-0.0006	0.015
Si	4.0204	10.2319	27.1989	0.0013	0.0085	-0.0061
Si	7.8773	10.3927	27.1461	0.0008	-0.019	0.0292
Si	11.6199	10.4071	27.5771	0.0029	-0.0192	0.0155
Si	0.1035	3.5593	28.626	-0.0048	0.0085	0.0087
Si	3.9877	3.7043	28.7649	0.0035	0.0119	0.007
Si	7.9185	3.6031	28.626	0.0044	0.0127	-0.0023
Si	11.7367	3.5908	28.5855	-0.0034	0.007	0.0048
Si	2.0858	10.0447	28.5088	-0.0102	0.0008	0.0015
Si	5.9524	10.021	28.5139	-0.0014	0.0012	-0.0084
Si	9.6383	9.913	28.6557	-0.0074	0.0054	-0.0087
Si	13.4729	9.8519	28.8191	0.0289	0.0647	-0.0076
Si	0.0471	1.3079	29.2446	-0.0013	-0.0041	-0.0051
Si	3.8662	1.3996	29.2366	-0.0049	0.0143	-0.0007
Si	7.7646	1.328	29.0499	-0.0013	-0.0023	-0.006
Si	11.6116	1.2228	28.8992	0.0052	-0.0047	0.001
Si	1.9739	7.7102	29.0176	-0.0046	-0.0005	0.0025
Si	5.8863	7.7263	29.1141	0.0028	0.0116	0.0155
Si	9.6937	7.6537	29.2132	-0.0052	0.0027	-0.0029
Si	13.5934	7.5761	29.2112	-0.0022	-0.0082	-0.0042
Si	1.9702	0.6777	30.4223	-0.001	-0.0024	0.0001
Si	5.8487	0.6849	30.2961	0.0079	-0.0055	0.0046
Si	9.7037	0.6336	30.2023	0.0007	0.0035	0.0037
Si	13.5022	0.6606	30.2892	0.0025	0.0021	0.0001
Si	0.1014	7.063	30.3569	0.0048	-0.0081	-0.0038
Si	3.9048	7.1245	30.2802	-0.0022	-0.0127	-0.0015
Si	7.7565	7.075	30.4015	0.0058	-0.001	-0.0066
Si	11.6343	6.9678	30.3524	0.0052	-0.0089	0.0069
Si	0.0763	4.7276	30.6986	-0.0032	-0.0026	-0.0105
Si	3.9313	4.8113	30.8042	0.0023	0.006	-0.0085
Si	7.801	4.7379	30.7105	-0.0023	-0.0114	0.0017
Si	11.6586	4.6444	30.7168	0.0024	0.0034	-0.0068
Si	1.9849	11.1469	30.6411	-0.0023	-0.0016	-0.0037
Si	5.8529	11.1593	30.6271	-0.0015	-0.0017	-0.0043
Si	9.6657	11.1408	30.6804	0.0002	-0.0037	-0.0049
Si	13.5749	11.1617	30.7583	0.0027	-0.0137	-0.0138
Si	1.9776	4.1151	31.9603	0.0001	0.0017	-0.0065
Si	5.865	4.1184	31.9554	0.0064	0.0026	-0.0054
Si	9.7083	4.0875	31.9495	-0.0025	0.0063	-0.0074
Si	13.5995	4.1087	31.9445	0.0031	0.0073	-0.0053
Si	0.0592	10.5419	31.9352	0.0015	0.0036	-0.0025
Si	3.9104	10.5578	31.8987	-0.0017	-0.0034	-0.0007
Si	7.7433	10.5468	31.9328	0.0046	0.0013	-0.0121
Si	11.6068	10.5173	31.9288	-0.0015	0.0017	-0.0067
Si	1.951	1.7981	32.4616	0.0011	0.0023	-0.0013
Si	5.8232	1.7856	32.3844	0.0018	0.0058	0.0025
Si	9.6793	1.7502	32.3199	0	-0.0001	-0.0059
Si	13.5302	1.7785	32.3702	-0.0019	-0.0032	-0.0052
Si	0.035	8.2121	32.4008	-0.0008	0.0024	0.0019
Si	3.8881	8.2335	32.3611	0.0025	0.0081	-0.0068
Si	7.7485	8.223	32.4306	0.0004	0.0005	0.0018
Si	11.6236	8.1794	32.3788	-0.0008	0.0005	-0.0039
Si	0	2.332	3.9167	-0.1304	-0.1238	0.1059
Si	3.8672	2.332	3.9167	-0.0099	-0.1315	0.1617
Si	7.7343	2.332	3.9167	0.0264	-0.196	0.1333
Si	11.6015	2.332	3.9167	-0.0345	-0.0718	0.3962
Si	1.9336	8.745	3.9167	-0.2398	-0.1203	-0.1685
Si	5.8008	8.745	3.9167	0.07	-0.1394	-0.18
Si	9.6679	8.745	3.9167	0.0256	-0.0943	0.192
Si	13.5351	8.745	3.9167	-0.205	-0.1711	0.208
Si	1.879	6.3952	4.3164	0.0024	0.0022	0.0009
Si	5.7608	6.3946	4.2977	-0.0005	0.0043	0.0006
Si	9.6665	6.3972	4.3117	0.0015	0.0027	0.0013
Si	13.4966	6.3983	4.3617	0.0028	0.006	0.0005
Si	-0.0519	12.823	4.3288	-0.0029	0.0021	0.0016
Si	3.8283	12.8214	4.3138	-0.0001	0.001	0.0052
Si	7.7385	12.8236	4.3283	0.002	0.0003	0.0048
Si	11.5584	12.8141	4.3416	0.0027	0.0037	-0.0007
Si	-0.035	5.7768	5.588	0.0039	-0.003	-0.0002
Si	3.8132	5.7422	5.4784	-0.0032	0.0033	-0.0013
Si	7.708	5.7313	5.4355	0.004	0.0037	-0.0066
Si	11.5486	5.7839	5.6141	-0.0041	-0.0039	0.0011
Si	1.877	12.2541	5.5564	0.0059	-0.0012	-0.0031
Si	5.7784	12.237	5.505	0.0005	0.0013	-0.0032
Si	9.6404	12.2168	5.6287	-0.0047	0.004	0.0002
Si	13.4767	12.2047	5.5723	0.0032	-0.0001	0.0007
Si	-0.0318	3.4504	6.0119	0.0009	0.0019	0.0085
Si	3.8532	3.4323	6.0326	-0.0001	-0.0025	0.0107
Si	7.7394	3.4394	6.0139	0.0039	-0.0084	0.0112
Si	11.5902	3.4313	6.0709	-0.0015	0.0038	0.0076
Si	1.8443	9.9177	5.9449	-0.0007	-0.0072	0.0046
Si	5.8121	9.908	5.9496	0.0049	-0.0084	0.0008
Si	9.642	9.874	6.0237	-0.007	-0.0081	0.0064
Si	13.4647	9.8661	6.0194	-0.0029	-0.0052	0.0022
Si	1.8849	2.8835	7.2792	0.0001	0.0037	-0.0063
Si	5.8197	2.9015	7.3059	-0.0046	0.0084	-0.0102
Si	9.6396	2.8216	7.3302	-0.0004	-0.0001	-0.0093
Si	13.5482	2.8283	7.3327	0.0014	-0.0002	0.0044
Si	-0.062	9.2203	7.2033	0.0042	-0.002	0.0043
Si	3.8201	9.2769	7.0113	-0.0058	-0.0009	-0.0055
Si	7.6985	9.1903	7.2148	0.0032	0.0197	-0.0556
Si	11.5428	9.2893	7.334	0.0039	0.0009	0.0009
Si	-0.0393	6.9217	7.6603	0.0008	0.0094	0.0037
Si	3.7703	6.9768	7.4415	0.0038	0.0014	0.0026
Si	7.6508	6.8457	7.4505	-0.006	-0.0152	0.0149
Si	11.4631	6.9407	7.6897	0.0053	0.005	-0.0038
Si	1.8048	13.358	7.6501	0.0013	0.0005	-0.0026
Si	5.7444	13.3755	7.5527	0.0099	-0.0115	0.0019
Si	9.5994	13.3161	7.7527	-0.0191	-0.0059	0.0065
Si	13.4513	13.2882	7.6698	-0.0066	0.0046	0.0035
Si	1.9784	6.4439	8.8524	0.0022	-0.0044	-0.0131
Si	5.6781	6.3667	8.6133	-0.001	0.0043	0.0089
Si	9.4513	6.2404	8.8058	0.0012	-0.0049	-0.0141
Si	13.4437	6.2996	8.8168	-0.0008	0.0019	0.0025
Si	-0.1026	12.4988	8.8127	-0.0039	0.0098	0.0004
Si	3.7976	12.7799	8.7235	-0.0046	0.0132	0.0029
Si	7.585	12.5631	8.7767	0.0167	0.0176	-0.0391
Si	11.5443	12.7446	9.0118	0.0179	-0.0047	0.0002
Si	2.0083	4.1569	9.2955	0.0035	-0.0021	-0.0113
Si	5.6461	4.121	9.3856	0.0074	0.0089	-0.0012
Si	9.7466	3.9736	9.411	-0.0094	-0.004	0.0062
Si	13.6342	4.0294	9.4213	0.0078	-0.0083	-0.011
Si	-0.0767	10.1906	9.3414	0.0048	-0.0077	-0.004
Si	3.805	10.4728	8.9839	-0.006	-0.0266	0.0052
Si	7.6547	10.3184	9.2912	0.0051	0.0213	0.075
Si	11.5534	10.4128	9.4751	-0.0203	-0.0097	0.0088
Si	0.2013	3.6593	10.6624	-0.0125	-0.0001	0.0062
Si	3.7927	3.3318	10.596	0.0009	0.0113	0.0063
Si	8.1873	3.3695	11.1207	0.0016	0.0178	-0.0019
Si	11.6974	3.445	10.6154	0.002	0.0026	-0.0001
Si	2.0459	9.8336	10.3733	-0.0094	0.0198	-0.0187
Si	5.5748	9.926	10.3718	0.022	0.0226	-0.0062
Si	9.5534	9.9507	10.704	0.0063	0.034	-0.0282
Si	13.448	9.6398	10.7075	-0.0001	0.0139	-0.0083
Si	-0.3078	0.6361	10.9021	-0.0076	-0.0089	-0.0101
Si	4.0061	0.9803	10.8229	-0.0012	0.003	0.0044
Si	7.1709	0.4869	10.9443	-0.0011	-0.0351	0.0309
Si	12.0006	1.1224	11.0383	-0.0102	-0.0064	-0.0106
Si	2.5951	7.5999	10.8475	0.0089	-0.0053	0.0119
Si	5.6611	7.6005	10.5828	-0.0013	-0.0067	-0.0187
Si	8.7082	7.0028	10.9078	-0.0018	0.0227	0.0205
Si	13.3008	7.2854	10.9256	-0.0013	0.0061	-0.0176
O	13.6089	13.7237	11.3235	0.0136	0.0079	0.0077
O	5.6101	13.7284	11.2575	-0.0027	-0.0013	-0.002
O	5.9435	0.4959	26.4153	0.046	0.0137	-0.0066
O	11.6352	-0.0809	25.3993	-0.0027	0.0037	0.0044
O	3.1023	7.9719	15.419	-0.0003	-0.0049	0.0021
O	7.1009	7.1154	11.3042	0.004	-0.0084	0.0008
O	7.8143	6.7833	26.6676	-0.0011	0.0052	-0.003
O	0.0564	6.7632	26.6207	0.0018	0.0011	-0.0042
O	8.2489	3.4031	12.7773	-0.001	-0.0032	-0.0017
O	3.0333	13.1565	12.0014	0.0105	0.0098	-0.0001
O	9.5043	10.7196	12.1774	0.0018	-0.0177	-0.0048
O	13.4772	10.288	12.2557	0.0012	-0.0051	0.0062
O	11.9376	6.863	11.7681	-0.011	-0.0034	0.0091
O	4.1732	7.2222	11.277	-0.0047	-0.0083	0.0081
O	9.4043	5.8956	11.9016	-0.0051	-0.0051	0.0005
O	3.9229	3.9435	12.1343	-0.0014	0.0003	-0.012
O	7.6854	12.5157	12.2759	-0.0008	0.0159	0.0002
O	5.0358	10.8225	11.6977	-0.005	0.0002	-0.0108
O	2.0846	10.6494	11.8153	0.0027	-0.0074	0.0027
O	15.9584	2.0464	10.7626	0.0018	-0.0006	0.0062
O	11.534	4.2579	12.0756	-0.0018	-0.0028	0
O	11.278	13.3923	12.4074	0.0017	0.003	0.0032
O	-0.8577	6.6727	11.7298	0.0026	-0.0051	0.0097
O	0.4033	12.6596	12.1304	0.0008	0.0041	0.0081
O	13.0078	7.1512	25.8859	0.0086	-0.0065	-0.0018
O	3.6501	1.1122	25.1852	-0.0032	0.0041	-0.0144
O	8.3048	1.4703	25.6726	0.0011	0.0007	-0.0102
O	5.2323	6.7643	25.9198	0.0162	-0.0119	0.0031
O	7.7289	9.7379	25.6399	-0.0014	-0.0007	-0.0033
O	2.4663	3.4169	26.0283	-0.0029	0.0123	0.0042
O	11.7253	9.5134	26.1791	0.002	0.0063	-0.0203
O	4.032	-1.3162	26.1477	-0.0022	-0.0413	-0.0133
O	10.3452	7.251	25.9708	-0.0014	-0.0003	-0.0041
O	10.2239	3.9191	25.8137	0.0037	0.0027	-0.0033
O	5.8566	3.5259	25.9955	0.0017	0.0035	0.0006
O	13.7058	0.1832	26.8934	-0.0238	-0.0004	-0.0154
O	0.4693	1.2645	25.9838	0.0031	0.001	-0.0011
O	2.5381	6.8256	25.7027	-0.012	-0.0057	-0.0002
O	0.4863	10.5483	25.3697	0.0006	-0.0002	-0.0208
O	13.7672	3.7462	25.7853	0.0002	0.007	0.0024
Si	10.3442	13.7545	17.6673	-0.0018	0.0012	-0.0051
Si	12.2129	-0.7448	24.0067	0.0054	0.0033	0.0072
Si	9.8047	11.5231	15.7058	-0.004	-0.0068	-0.0089
Si	10.4369	3.9091	24.2062	0.0001	0.0044	0.0101
Si	16.1931	10.1867	21.2084	0.0031	-0.0026	0.0049
Si	13.5728	3.4659	24.2013	0.0048	0.0055	0.002
Si	10.9973	13.558	14.0025	0.0038	-0.0068	-0.0057
Si	1.471	3.0119	20.4985	-0.0006	0.0027	0.0076
Si	17.4174	8.5027	16.4313	0.0041	0.005	-0.003
Si	0.7368	4.4365	13.7848	-0.0003	0.0029	-0.0008
Si	4.5168	12.997	17.585	-0.0019	-0.0016	-0.0012
Si	12.8955	14.3801	16.2173	-0.0029	-0.003	-0.0033
Si	4.4741	3.3251	20.6444	-0.0041	-0.0046	0.0034
Si	7.7697	9.6311	24.0034	0.0004	0.0088	0.0125
Si	8.2293	15.2556	14.1103	0.0015	-0.0023	-0.0028
Si	10.762	9.4247	23.1058	-0.0004	-0.002	0.0056
Si	15.1	6.7962	17.3457	0.0006	0.0063	-0.0031
Si	-4.644	9.7116	17.9352	-0.0044	-0.0016	-0.0025
Si	5.3045	8.1458	22.7582	-0.0037	0.0002	0.0108
Si	11.696	8.0368	25.4961	-0.0032	-0.0079	0.0097
Si	11.1429	8.0304	20.4404	0.0027	-0.0042	-0.0022
Si	5.3793	13.8128	14.6095	-0.0022	-0.0114	-0.0079
Si	5.7439	3.5735	24.3727	-0.0034	0.0057	0.0116
Si	11.6763	3.6931	20.4489	0.0046	-0.0002	0.0055
Si	-1.015	4.8473	21.5995	0.0021	-0.0008	0.0047
Si	15.6266	0.5663	17.0051	0.0021	0.0021	-0.0048
Si	4.5988	8.5955	15.2797	-0.0005	0.0057	-0.0008
Si	3.9403	7.5844	25.3726	-0.0057	0.0028	0.0155
Si	2.9859	2.5473	24.7637	0.0069	-0.007	0.0103
Si	1.8864	12.1023	12.5118	-0.0068	-0.0076	-0.0035
Si	10.9458	5.7413	12.4394	0.0085	0.0071	0.0031
Si	0.0215	13.1614	20.2072	0.0024	0.0009	0.0073
Si	3.9242	10.2823	20.8138	-0.0022	0.002	0.0044
Si	-0.1676	11.2156	24.0155	0.0082	-0.0063	0.0206
Si	10.1775	3.9896	17.665	-0.0014	-0.0002	-0.0024
Si	3.8294	3.6656	13.7412	0.0117	-0.0008	-0.0074
Si	19.5305	9.9594	17.7977	0.0024	0.0023	-0.0048
Si	7.9279	12.1853	22.1402	-0.0032	0.0022	0.0075
Si	0.236	7.1536	12.8495	-0.0158	0.0073	0.0011
Si	14.1145	4.3008	15.8891	0.0002	0.0022	-0.0017
Si	14.0994	9.7876	13.688	-0.0021	0.0042	-0.012
Si	0.3568	1.3845	24.3477	0.0045	0.0038	0.0139
Si	2.3691	2.3697	17.6336	-0.0008	0.0013	-0.0014
Si	6.4465	5.3847	22.1805	-0.0012	-0.0016	0.0091
Si	8.1824	1.8047	24.0674	0.0025	-0.002	0.014
Si	0.8298	11.1324	15.1446	0.0033	-0.0024	-0.0108
Si	12.7669	8.5106	16.1293	0.0003	0.0047	-0.0093
Si	9.6714	5.4872	21.897	0.0065	-0.0009	0.0102
Si	8.2381	11.2107	13.0787	-0.0052	-0.0016	-0.0048
Si	5.4456	10.8255	13.2864	0.0043	-0.0041	-0.003
Si	11.5637	5.8424	15.4339	-0.0059	0.0017	-0.0125
Si	5.4953	5.8297	15.4813	0.0011	-0.0022	-0.0039
Si	5.3051	13.0276	20.4601	-0.0065	0.0055	0.0001
Si	-1.0778	7.6066	20.3517	-0.0002	-0.0014	0.0038
Si	7.5494	4.2168	16.5877	0.0002	-0.005	-0.0034
Si	-2.9362	13.5469	21.3599	0.002	0.0055	0.007
Si	4.7039	4.1199	17.5439	0.0016	-0.0026	-0.0025
Si	10.2882	-0.7314	20.0311	0.0001	0.0016	0.0004
O	14.8544	5.22	17.0156	-0.0013	-0.0077	-0.0015
O	11.2277	4.0331	18.9103	0.0021	0.0004	-0.0016
O	16.5851	9.602	15.587	-0.0016	0.0042	0.0029
O	13.0471	5.2547	15.1027	-0.0016	0.0002	0.0042
O	12.1439	14.4483	14.7616	-0.0033	-0.0016	-0.0028
O	9.4734	12.7087	16.7734	0.0012	0.0051	0.0072
O	5.5733	12.9203	18.8383	-0.0001	0.0007	-0.0046
O	11.6171	7.3553	16.0421	0.0003	-0.0028	0.003
O	16.6175	7.2046	16.9563	0.0009	-0.0027	0.0011
O	0.4217	12.7125	23.7164	0.0021	0.002	-0.0194
O	15.1748	3.6838	14.8085	0.0074	0.0009	-0.0026
O	11.7498	-0.534	20.6958	0.001	0.0001	-0.0049
O	6.9661	10.1972	13.2187	0.0011	-0.0014	0.0042
O	6.8585	14.3778	14.2335	0.0072	0.0075	0.0031
O	6.684	-0.1251	21.245	0.0105	-0.0019	-0.0004
O	11.9599	13.6456	17.3556	0.0016	-0.0027	-0.0002
O	12.351	9.5296	17.3484	0.0005	-0.0012	0.0012
O	13.6718	11.3373	24.1803	-0.0066	0.0009	-0.011
O	9.1218	-1.0937	21.1101	0.0046	-0.0012	-0.0086
O	14.7524	6.4491	21.4521	0.0009	-0.0002	-0.0074
O	8.5788	11.4154	14.6517	-0.0012	-0.0006	-0.0005
O	1.176	14.6371	16.672	-0.004	-0.0027	0.0006
O	2.9129	16.2767	21.1653	0.0002	0.0021	-0.0044
O	3.4167	16.1838	16.8543	0.0009	0.0022	-0.0041
O	12.3119	0.5041	22.9616	-0.0007	-0.0007	-0.0043
O	17.1772	7.2231	12.1705	0.0196	0.0034	-0.007
O	14.2262	4.5842	23.2017	-0.0022	-0.0055	-0.0037
O	4.0769	7.7485	23.7652	-0.0008	0.0003	-0.0215
O	4.8102	9.4043	21.8605	0.002	-0.0003	-0.0082
O	10.8157	4.8775	16.4778	0.0057	0.0027	-0.0028
O	-0.2906	8.5808	13.4112	0.0041	-0.0096	0
O	5.7337	6.8299	21.8792	0.0037	-0.0004	-0.0108
O	11.9328	2.1269	20.8041	0.0008	-0.0025	-0.0074
O	4.5764	9.7559	14.1448	-0.0004	-0.0007	0.0044
O	12.7641	7.8241	20.3349	0.0008	0.0013	-0.0051
O	14.1762	7.8072	16.4761	0.0033	-0.0027	0.0029
O	3.9497	11.5029	17.2953	0.0006	0.0048	-0.0016
O	6.6157	8.5615	23.6248	-0.0043	-0.0068	-0.0127
O	2.3372	9.9183	21.0283	-0.0015	-0.0002	-0.006
O	10.9227	9.265	21.492	0.0007	0.0035	-0.0032
O	-0.2085	8.9752	20.6067	0.0015	0.0015	-0.0054
O	4.1644	3.3601	23.9657	-0.0002	0.0008	-0.0156
O	8.4701	0.5323	23.1146	0.0024	0.0014	-0.0095
O	0.4433	6.044	14.0299	0.0037	-0.0126	0.0111
O	4.281	14.9401	14.0999	-0.0046	0.0049	0.0066
O	3.261	13.9078	18.1223	0.0026	-0.0008	0.0003
O	10.3203	6.7565	21.0782	-0.0014	-0.0007	-0.0053
O	4.5243	3.9584	19.1395	0.0014	-0.0006	-0.0033
O	1.6564	15.9835	18.8739	0.002	-0.0013	-0.0045
O	9.9271	13.4742	19.2196	0.004	-0.0027	-0.0009
O	4.8571	14.5659	20.7741	0.0015	0.0018	-0.0051
O	-2.4021	4.4932	20.7796	0.0007	0.0008	-0.0044
O	-0.6356	7.0048	18.9171	-0.0013	0.0012	0.0005
O	9.5388	14.2805	14.1229	-0.0057	0.0017	0.0035
O	-1.3698	0.6428	20.979	-0.0014	-0.0003	-0.006
O	0.2542	3.9708	21.0308	-0.0009	0.0012	-0.0056
O	9.9912	10.1042	16.5387	0.0002	-0.0018	0.0018
O	10.1187	5.3713	23.4901	0.0005	0.0018	-0.0101
O	6.6728	2.3647	23.7747	-0.0002	-0.0015	-0.0131
O	4.8575	4.726	14.4501	-0.0043	-0.0026	0.0036
O	5.6018	4.2072	21.4244	0.0059	0.0047	-0.0047
O	8.618	4.5184	17.8098	-0.0029	0.0017	-0.0014
O	18.0626	9.2557	17.7257	-0.0036	-0.0049	-0.0006
O	13.3188	3.0819	16.6364	-0.0003	0.0054	0.0019
O	11.0369	12.0803	14.7538	0.0049	0.0073	0.0009
O	10.3501	4.1423	21.2758	-0.0027	0.0018	-0.0076
O	14.8551	11.052	14.3798	-0.0001	-0.0004	0.0055
O	5.2333	12.3197	13.9219	-0.0007	0.0028	0.0053
O	12.913	9.2647	14.6868	-0.0005	-0.0002	0.006
O	8.2873	3.3501	15.4372	-0.0007	-0.0018	-0.0012
O	5.5072	7.3259	14.8503	0.0009	-0.0027	0.0014
O	8.034	5.4645	21.75	0.0006	0.0008	-0.0079
O	10.5439	8.408	18.9343	0.0036	0.001	0.0007
O	15.3011	0.5306	18.5985	0.0002	0.0003	-0.0014
O	9.3284	2.8653	23.6432	0.0006	-0.0009	-0.0128
O	11.6956	8.3173	23.8845	0.0003	0.0008	-0.0159
O	7.0717	5.5788	15.8273	0.0005	0.0029	-0.0002
O	4.693	5.6473	16.9286	0.0011	0.005	-0.0034
O	16.287	11.9925	16.5206	0.0015	-0.0004	0.0012
O	1.6642	2.2408	23.8435	-0.0009	0.0004	-0.0161
O	9.2303	9.091	23.5481	0.0068	-0.0022	-0.0122
O	5.0674	9.1955	16.7439	0.0005	-0.0037	-0.0048
O	4.1896	11.9071	20.9551	-0.0023	-0.0025	-0.0053
O	1.9213	11.8336	14.1278	-0.0011	-0.0011	0.0097
O	-1.0459	2.092	23.9062	-0.0033	0.0035	-0.0133
O	10.7729	5.9136	14.0307	0.0021	-0.0009	0.0043
O	1.1108	1.4261	20.7777	-0.001	-0.0016	-0.0069
O	2.2588	3.959	14.1329	-0.0064	0.0021	0.009
O	7.4641	10.9913	23.1515	-0.0026	-0.0049	-0.0039
O	4.5184	9.8454	19.3475	0.0005	-0.0002	0.0016
O	11.9656	3.3995	23.8847	0.0028	-0.0024	-0.0144
O	10.5387	10.9563	18.914	0.0008	-0.0008	0.0003
O	6.3144	4.9887	23.7738	0.0002	-0.001	-0.0096
O	0.2974	10.2708	22.7835	0.0011	0.0013	-0.0079
O	9.9717	2.4352	17.2574	0.0014	-0.0001	-0.001
O	11.1455	10.9571	23.4981	-0.001	0.002	-0.0095
O	14.2703	13.5315	16.1257	0.004	-0.0018	0.0014
O	5.1927	13.5923	16.2271	0.001	0.0013	0.0007
O	6.1822	16.3122	17.1586	0.0026	0.001	-0.0005
O	0.438	11.6121	20.4679	0.0003	0.0027	-0.0067
O	8.1654	14.5947	10.8102	-0.0063	-0.0246	-0.0099
O	3.6337	0.6348	27.7818	-0.0142	-0.007	0.0104
O	8.2272	-0.8663	26.8013	0.0043	0.0121	-0.0114
O	15.8064	4.1559	12.2266	0.0007	-0.0032	-0.0082
O	22.2778	16.9041	10.5863	-0.0077	-0.0065	-0.0022
O	-0.8883	10.0677	27.5967	-0.0194	-0.0293	0.0123
O	19.3849	-3.8206	26.1326	0.0034	0.0154	0.0033
O	9.4895	8.3969	11.2156	-0.0092	-0.0168	0.0001

Results
free energy: -253273.181 eV
free energy less fixed offsets of O -568.88, Si -635.61 eV per atom: -6.681 eV

The program warned: the cutoff lies below the one the program advises for these potential files; the forces do not sum to zero within the program's tolerance; the exchange-correlation potential is rough where the density is thin.
